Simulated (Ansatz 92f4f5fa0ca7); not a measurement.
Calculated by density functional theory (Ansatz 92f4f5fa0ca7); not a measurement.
Periodic cell of 357 atoms, Si241O116, from a study of silicon, its oxide and their interface. The atomic structure is a simulated model.
Doubt: the cutoff is far below the 930 eV that the study's wrapper takes by default for these files, so forces and energies are approximate.
This geometry differs little from another in the collection (a relaxation step or a small displacement).

Settings: functional PBE; potential files Ansatz PAW; basis plane waves; wave-function cutoff 580 eV; density cutoff ratio 5; exchange-correlation grid ratio 1; k mesh 1 x 1 x 1, Gamma-centred; self-consistency stop 5e-08 eV per atom in the density residual; occupations fixed; spin none; net charge 0.

Cell vectors (angstrom)
a 11.6015 0 0
b 0 13.3963 0
c 0 0 40.4656

Atoms and the computed forces on them: element, x, y, z (angstrom), force x, y, z (eV/angstrom)
Si 0 2.2327 1.1851 -0.0136 -0.0043 0.0024
Si 3.8672 2.2327 1.1851 -0.0088 0.0161 0.0193
Si 7.7343 2.2327 1.1851 -0.0021 0.0105 0.0091
Si 1.9336 5.5818 1.1851 -0.0144 -0.0043 0.0235
Si 5.8008 5.5818 1.1851 -0.0131 0.0032 -0.0021
Si 9.6679 5.5818 1.1851 0.0002 -0.0162 0.0234
Si 0 8.9308 1.1851 -0.0083 -0.029 -0.0329
Si 3.8672 8.9308 1.1851 -0.0073 -0.0137 -0.0117
Si 7.7343 8.9308 1.1851 -0.0081 -0.0087 0.0107
Si 1.9336 12.2799 1.1851 0.0231 -0.0019 0.0254
Si 5.8008 12.2799 1.1851 -0.0041 0.0173 0.0047
Si 9.6679 12.2799 1.1851 -0.0025 0.0015 -0.0219
Si 1.9336 1.1164 1.9745 -0.0144 -0.007 -0.0001
Si 5.8008 1.1164 1.9745 0.04 -0.0748 -0.0043
Si 9.6679 1.1164 1.9745 0.0491 -0.0208 0.0047
Si 0 4.4654 1.9745 0.013 0.0176 0.0007
Si 3.8672 4.4654 1.9745 0.0325 -0.0216 0.002
Si 7.7343 4.4654 1.9745 0.0117 -0.043 -0.0065
Si 1.9336 7.8145 1.9745 0.0177 0.0682 -0.0027
Si 5.8008 7.8145 1.9745 -0.0114 0.0044 -0.0055
Si 9.6679 7.8145 1.9745 0.0691 0.0962 0.002
Si 0 11.1635 1.9745 -0.0963 -0.0191 -0.0225
Si 3.8672 11.1635 1.9745 -0.0376 0.0346 0.0002
Si 7.7343 11.1635 1.9745 0.0765 0.0115 -0.0005
Si 1.9336 1.1164 4.3426 -0.0372 -0.0093 0.1366
Si 5.8008 1.1164 4.3426 0.126 -0.1243 0.0581
Si 9.6679 1.1164 4.3426 0.1409 -0.0377 0.0517
Si 0 4.4654 4.3426 0.0645 0.0674 0.0058
Si 3.8672 4.4654 4.3426 0.0645 -0.0247 -0.0256
Si 7.7343 4.4654 4.3426 0.0499 -0.1014 -0.0788
Si 1.9336 7.8145 4.3426 0.0228 0.1674 -0.1564
Si 5.8008 7.8145 4.3426 -0.0394 0.0632 -0.1443
Si 9.6679 7.8145 4.3426 0.1571 0.2664 -0.0628
Si 0 11.1635 4.3426 -0.2401 -0.0216 0.2516
Si 3.8672 11.1635 4.3426 -0.0706 0.1554 -0.065
Si 7.7343 11.1635 4.3426 0.2127 0.0624 0.075
Si 0 0 36.125 0.0289 -0.03 -0.0815
Si 3.8672 0 36.125 -0.0133 0.1221 0.0784
Si 7.7343 0 36.125 0.0031 0.0075 -0.0914
Si 1.9336 3.3491 36.125 0.0113 -0.1482 -0.0671
Si 5.8008 3.3491 36.125 -0.0792 -0.052 0.1124
Si 9.6679 3.3491 36.125 -0.0373 -0.0763 -0.1014
Si 0 6.6981 36.125 -0.1295 -0.0988 -0.1066
Si 3.8672 6.6981 36.125 -0.0766 -0.0415 0.0254
Si 7.7343 6.6981 36.125 -0.0428 -0.0981 0.1519
Si 1.9336 10.0472 36.125 -0.0944 -0.0635 0.027
Si 5.8008 10.0472 36.125 -0.0496 -0.0005 0.0128
Si 9.6679 10.0472 36.125 -0.0262 -0.0139 0.0544
Si 0 0 38.4932 0.0044 -0.005 -0.007
Si 3.8672 0 38.4932 0.0027 0.0662 0.0092
Si 7.7343 0 38.4932 0.0092 0.0136 0.0007
Si 1.9336 3.3491 38.4932 -0.0043 -0.0419 0.0068
Si 5.8008 3.3491 38.4932 -0.0337 -0.0014 -0.0015
Si 9.6679 3.3491 38.4932 -0.0104 -0.0132 0.011
Si 0 6.6981 38.4932 -0.0457 -0.0229 0.015
Si 3.8672 6.6981 38.4932 -0.0304 0.0028 0.0067
Si 7.7343 6.6981 38.4932 -0.0155 -0.0279 -0.0002
Si 1.9336 10.0472 38.4932 -0.0347 -0.0313 -0.0071
Si 5.8008 10.0472 38.4932 -0.0187 0.007 -0.0025
Si 9.6679 10.0472 38.4932 -0.0023 0.0038 -0.0055
Si 0 2.2327 39.2825 0.0108 0.0075 -0.0109
Si 3.8672 2.2327 39.2825 0.0131 -0.0186 0.0274
Si 7.7343 2.2327 39.2825 -0.0014 -0.0087 -0.008
Si 1.9336 5.5818 39.2825 0.017 0.009 -0.0252
Si 5.8008 5.5818 39.2825 0.0172 -0.0062 0.0039
Si 9.6679 5.5818 39.2825 -0.0041 0.0205 0.0004
Si 0 8.9308 39.2825 0.0114 0.0328 0.0032
Si 3.8672 8.9308 39.2825 0.0062 0.0126 0.003
Si 7.7343 8.9308 39.2825 0.0069 0.0012 -0.0087
Si 1.9336 12.2799 39.2825 -0.0207 -0.0013 -0.0202
Si 5.8008 12.2799 39.2825 0.0004 -0.0141 -0.0116
Si 9.6679 12.2799 39.2825 0.0053 -0.0028 -0.0005
Si -2.0122 -1.2982 29.7938 -0.0006 -0.0023 0.0021
Si 4.2059 0.2441 28.8149 0.0026 -0.0057 0.0017
Si 7.7058 -0.1454 29.095 -0.0009 -0.0023 -0.001
Si 1.9402 3.2673 28.8737 -0.0032 -0.0001 -0.0056
Si 5.457 3.6214 28.7338 -0.0021 -0.0034 -0.0034
Si 9.907 3.2273 29.0658 -0.0018 0.0049 0.0005
Si -1.8577 5.3547 29.9803 0.0015 -0.0053 0.0028
Si 3.7163 6.8678 29.207 -0.0078 0.004 -0.005
Si 7.2255 6.9423 28.7835 -0.003 -0.002 -0.0014
Si 1.6819 9.6802 29.1389 -0.0025 -0.0017 -0.0033
Si 5.4813 10.2058 28.9408 -0.0018 0.0013 -0.0019
Si 9.4169 9.8885 28.9697 0.0034 0.001 -0.0027
Si 0.1322 1.9923 29.7075 0.0021 0.0005 0.0012
Si 3.8506 2.3113 29.7925 0.0007 0.0014 -0.0021
Si 8.0024 2.0709 29.7565 0.0027 -0.0003 0.0009
Si 1.8987 5.492 29.7707 0.0014 0.0001 -0.0016
Si 5.5792 5.6804 29.8066 0.0067 0 0.0004
Si 11.5195 6.5064 29.134 0.0039 0.0001 -0.0021
Si -0.2945 8.7378 29.8536 -0.0017 0.0021 0.0012
Si 3.7242 9.0249 30.0467 0.0043 0.0005 0.0013
Si 7.4049 9.037 29.7566 -0.0004 0.0017 0.002
Si 1.6527 11.9695 29.6583 0.005 -0.0009 0.001
Si 5.7693 12.3149 29.9058 -0.0014 0.0019 -0.0024
Si 11.4379 13.1497 28.8482 0.0009 0.0028 -0.0054
Si 0.0125 2.143 32.1062 -0.0013 -0.0012 -0.0039
Si 3.856 2.2185 32.1605 -0.0014 -0.0013 -0.0017
Si 7.7483 2.1966 32.1292 -0.0009 -0.0007 -0.0037
Si 1.891 5.524 32.1523 0.0004 0.0001 -0.0022
Si 5.7428 5.5574 32.1708 -0.001 0.0004 -0.0017
Si 9.6054 5.5264 32.2859 0.0024 0.0021 -0.0045
Si -0.1131 8.8663 32.2032 -0.0003 0.0011 -0.0041
Si 3.8046 8.9372 32.3485 0.0005 -0.0001 -0.0023
Si 7.6096 8.912 32.1401 0.0013 -0.0007 -0.0033
Si 1.8526 12.1978 32.0728 0.0002 0.0013 -0.0021
Si 5.7317 12.2632 32.2473 0.0021 0.0003 -0.0019
Si 9.6108 12.2137 32.167 -0.0007 0.0006 -0.0036
Si 1.93 1.0438 32.92 0.0011 -0.0006 0.0015
Si 5.7989 1.1149 32.9544 0.0013 -0.0007 0.0018
Si 9.6678 1.0664 32.936 0.0013 0.0007 0.0035
Si -0.0242 4.388 32.9496 -0.0002 0.0005 0.003
Si 3.8234 4.4375 32.9759 0 0.0014 0.0018
Si 7.6666 4.4119 32.9796 -0.0004 -0.0008 0.0014
Si 1.8521 7.7641 32.9656 0 -0.0004 0.0031
Si 5.7424 7.7762 33.0093 -0.0001 0.0007 0.0014
Si 9.5573 7.7892 32.98 -0.0012 -0.0002 0.0025
Si -0.0576 11.112 32.9612 0.001 -0.0015 0.0019
Si 3.7855 11.1771 33.0195 -0.0019 -0.0003 0.0009
Si 7.6727 11.1261 32.9801 -0.0002 0.0008 0.0012
Si 1.9352 1.1033 35.31 -0.0004 0.0004 0.0006
Si 5.8015 1.12 35.3284 -0.0001 0.0002 0
Si 9.672 1.1099 35.3187 -0.0005 -0.0003 -0.0009
Si 0.0022 4.4497 35.3258 0.0009 -0.0004 -0.0007
Si 3.864 4.4631 35.3408 0 -0.0002 0.0002
Si 7.7209 4.4577 35.3411 -0.0006 0.0002 0.0016
Si 1.9226 7.8056 35.334 -0.0007 -0.0004 -0.0011
Si 5.8012 7.8076 35.3593 0.0002 -0.0007 0.0006
Si 9.649 7.816 35.3423 0.0003 0.0006 -0.0003
Si -0.0034 11.1588 35.3317 -0.0008 -0.0005 0.0001
Si 3.8554 11.1753 35.3656 -0.0001 0.0011 0.0011
Si 7.7319 11.1586 35.3425 0.0009 -0.0002 0.0002
Si 0.005 -0.0057 5.166 0.0008 -0.0005 0
Si 3.8682 0.0088 5.1477 -0.0002 -0.0008 0.001
Si 7.7567 0.0018 5.1564 -0.0003 0.0007 -0.0007
Si 1.9377 3.3558 5.1284 -0.0001 0.0005 0.0002
Si 5.8082 3.3345 5.1207 0.001 -0.0009 -0.0007
Si 9.6755 3.3499 5.1271 -0.0007 0.0001 -0.0006
Si 0.0117 6.7129 5.1148 0.0004 -0.0014 -0.0008
Si 3.862 6.7013 5.108 0.0013 -0.0011 -0.0015
Si 7.7479 6.7035 5.0679 0.0018 -0.0008 -0.0004
Si 1.9284 10.0632 5.1299 0.0003 0.0007 -0.0002
Si 5.8012 10.0615 5.088 -0.0002 0.0011 0.0002
Si 9.6496 10.0424 5.2215 0.0001 0.0003 0.0006
Si 0.0546 -0.0082 7.5652 -0.0006 -0.0001 -0.0015
Si 3.9149 0.0555 7.5278 0.0022 0.0004 -0.0036
Si 7.8586 0.0336 7.5436 0.0044 0.0004 -0.0013
Si 1.9757 3.3941 7.4937 -0.0009 0.0004 -0.0014
Si 5.8568 3.3033 7.4808 -0.0036 -0.0016 -0.0023
Si 9.7386 3.3858 7.491 0 0.0003 -0.0009
Si 0.0829 6.7796 7.4706 0.0008 0.0019 -0.0007
Si 3.9083 6.7378 7.4543 -0.0018 0 0.0012
Si 7.7885 6.7272 7.3908 0.0009 0.0002 -0.0037
Si 1.8929 10.1337 7.4968 -0.0026 0.0015 -0.0032
Si 5.7797 10.1199 7.4237 0.0006 -0.0002 -0.0042
Si 9.5917 10.0301 7.6737 0.0008 -0.0026 -0.0024
Si 0.0669 2.2545 8.2902 0.0011 0.0007 0.002
Si 3.8944 2.2902 8.3199 0.0019 0.0017 0.0054
Si 7.8389 2.2703 8.3302 0.0015 -0.0002 0.0034
Si 1.9823 5.6366 8.2957 -0.0002 -0.0007 0.003
Si 5.8799 5.5633 8.0655 0.0013 -0.0009 -0.0038
Si 9.7556 5.6559 8.1665 -0.0003 -0.0018 -0.0006
Si 0.0157 8.9917 8.3535 -0.001 0.0004 0.0014
Si 3.8402 9.0062 8.1659 0.0022 0 0.0036
Si 7.5476 8.8703 8.3536 0.0007 0.0013 0.0036
Si 2.0161 12.3364 8.3992 -0.0013 -0.0014 0.0032
Si 5.8915 12.3585 8.2563 -0.0058 -0.0015 0.0024
Si 9.7475 12.268 8.4778 -0.0005 0.0021 0.0026
Si 0.2017 2.2765 10.6513 -0.001 -0.0024 -0.0004
Si 3.9818 2.5277 10.6862 0.0012 -0.0001 -0.0015
Si 8.0176 2.2642 10.7091 0.0045 0.0015 0.0011
Si 4.0322 4.8312 11.2725 0.0059 -0.0001 0.0042
Si 5.8423 5.9637 10.3314 -0.0109 0.0078 0.007
Si 9.9969 5.6931 10.4822 -0.0014 0.0016 0.002
Si 0.2539 9.0791 10.7257 0.0024 0.0001 -0.0012
Si 4.1319 9.0815 10.481 0.0019 -0.0036 -0.001
Si 7.9168 8.4058 12.1607 -0.0006 -0.001 -0.0031
Si 2.1891 12.4358 10.8166 -0.001 0.0058 -0.0045
Si 5.8479 12.6226 10.6017 0.0036 0.0024 0.003
Si 10.0601 12.3055 10.9028 -0.0008 0.0025 -0.0019
Si 2.1226 1.3053 11.6112 0.0028 -0.0003 0.0033
Si 5.9166 1.4508 11.3912 -0.0102 0.0038 0.0065
Si 9.9542 1.1557 11.5591 -0.0003 0.0024 0.0021
Si 0.146 4.488 11.412 0.0031 -0.0009 0.0049
Si 1.9977 5.7269 10.6781 0.0024 -0.0002 0.0003
Si 8.3441 4.4642 11.5093 -0.0074 -0.0022 0.001
Si 2.2334 7.9346 11.4684 0.0002 0.0037 0.0072
Si 6.3665 8.2579 10.4117 0.0003 -0.0025 -0.0009
Si 10.1308 7.7384 11.6779 -0.0027 0.0027 0.0025
Si 0.3883 11.234 11.7095 -0.006 -0.0062 0.0084
Si 4.1444 11.2601 11.352 0.0026 -0.0039 0.0058
Si 8.4049 11.5173 12.3231 0.0035 0.0022 -0.0026
O 5.8417 1.5104 13.0507 0.0052 -0.0026 -0.0015
O 11.433 4.4859 13.0619 0.002 0.0007 -0.0051
O 8.728 4.5291 13.1162 -0.0017 0.0001 -0.0044
O 1.876 1.4063 13.276 -0.0004 -0.0003 -0.0044
O 0.4875 11.0743 13.378 0.0026 0.0016 -0.0088
O 2.3729 7.9657 13.1224 -0.0018 -0.0008 -0.0072
O 10.782 7.6131 13.2062 0 -0.0009 -0.0041
O 4.5452 10.9912 12.9547 -0.0016 0.0038 -0.0056
O 8.6313 12.1791 13.8163 -0.0017 0.0013 -0.0025
O 4.3723 5.0092 12.8702 -0.0017 -0.0001 -0.0054
O 10.1158 1.2669 13.2196 -0.0016 0.0003 -0.0029
O 7.3997 7.524 13.4528 0.002 0.0006 -0.001
O 5.149 3.7561 27.1279 0.0007 -0.0004 0.0035
O 2.0515 3.2279 27.2053 0.0014 0.0007 0.0067
O 7.3932 -0.2023 27.4582 0.0005 0.0016 0.0023
O 3.8243 7.2633 27.5872 0.0034 -0.0024 0.0037
O 9.2097 9.8071 27.3165 0.0005 -0.0006 0.0025
O 6.9945 7.1596 27.1559 -0.0001 0.0008 0.0025
O 10.0124 3.6043 27.4291 -0.0001 -0.0003 0.0022
O -0.2817 6.2645 27.5088 -0.0006 -0.0003 0.0024
O 4.5586 13.9108 27.2167 0.0007 0.0003 0
O -3.0292 19.448 29.0384 -0.0014 0.0015 -0.0017
O -0.2216 12.9659 27.181 0.001 0.0002 0.0063
O 5.3073 10.3739 27.2777 0.0023 0.0005 0.0033
Si 5.5244 4.0967 25.582 -0.0005 -0.0006 -0.002
Si 9.9352 9.5956 25.8588 0.0006 -0.0014 -0.0006
Si 10.7946 12.2969 25.8126 0.0002 -0.0012 -0.0029
Si 2.3456 0.596 14.6346 0.0014 -0.0004 0.0013
Si 3.7184 7.985 21.34 0.0002 0.0003 -0.0013
Si 9.6655 7.1421 21.298 0.0012 -0.0006 -0.0028
Si 3.147 4.3681 23.8452 0.0008 -0.0009 -0.0011
Si 4.4604 9.3983 15.9134 0.0014 0.0011 0.0007
Si 8.6545 8.82 16.316 -0.001 0.001 -0.0001
Si 5.9099 1.24 24.1403 0.0008 -0.0007 -0.0011
Si 10.6188 6.5906 26.0906 0.0008 0.0028 -0.0018
Si 9.4286 13.7153 17.2594 0.0002 -0.0009 0.001
Si 8.8795 2.0542 19.6712 0.0003 0.0008 -0.0005
Si 4.6855 11.9252 14.2828 0.0028 -0.0001 0.0049
Si 3.8582 9.6919 18.7915 0.0008 0.0005 -0.0002
Si 12.0451 11.4842 14.9717 -0.0003 -0.0007 0.0022
Si 10.094 4.5241 14.0222 -0.0001 0.0022 0.0022
Si 4.4237 10.5099 25.892 0.001 -0.0018 -0.0016
Si 8.8915 11.6352 15.3456 0.0009 -0.0024 0.0037
Si 2.7875 8.1434 26.6785 0.0002 0.0009 -0.001
Si 1.0254 10.1444 17.5631 0.0005 0.0008 0.0007
Si 8.1674 0.1825 26.087 0.001 0.002 -0.0016
Si 10.7296 10.9209 21.244 0.0006 -0.0002 -0.001
Si 10.8673 7.2673 14.7931 0.002 0.0034 0.0031
Si 3.7055 0.0716 25.8821 -0.0009 0.0003 -0.0003
Si 10.5528 -0.1046 23.0671 0.0003 0 -0.0009
Si 0.6925 8.2363 22.093 0.0008 0.0006 -0.0015
Si 2.3019 14.4316 20.2173 0.001 -0.0001 0.0012
Si 4.2922 2.4676 16.0733 0.0001 0.0001 0.0004
Si 10.1269 2.6835 26.0977 -0.0001 -0.0006 -0.0023
Si 2.3384 7.495 14.6892 0.002 -0.0047 -0.001
Si 6.5653 7.4307 14.8501 -0.0008 0.0015 0.002
Si 9.5222 1.6985 14.6786 -0.0029 -0.0027 -0.0008
Si 9.5611 2.7534 23.2525 0.0008 -0.0002 -0.0005
Si 7.5297 6.4916 25.7577 0.0015 0.0002 -0.0018
Si 5.298 10.0564 22.9821 -0.0005 0.0009 -0.0015
Si 6.3895 0.914 14.4657 -0.0018 0.0013 -0.0016
Si 1.6885 2.3912 25.8362 -0.0004 -0.0011 -0.0007
Si 6.3969 14.4172 20.9181 0.0005 0.0001 -0.0016
Si 9.8875 9.1831 19.0273 0.0003 0 0.0001
Si 4.7351 4.9169 21.2921 0.0013 0.0014 -0.0023
Si 11.5432 2.0332 21.3751 0.001 0.0004 -0.0016
Si 4.5502 2.8607 19.1698 0.0004 0.0005 0
Si 4.3976 5.2285 14.4659 -0.0038 0.0006 -0.002
Si 7.9803 8.6955 23.5881 0.0003 0.0009 -0.0019
Si 11.8569 12.6171 18.9594 0.0011 0.0002 0
Si 4.3749 12.1626 20.7114 -0.0001 -0.0004 -0.0003
Si 7.9416 4.4128 21.2208 0.0003 0.0009 -0.0019
Si 1.2708 6.633 24.4555 0.0002 0.0021 -0.0007
O 8.0092 14.4194 20.6244 0.0004 0.0005 0.0003
O 6.0914 1.2194 22.5177 0.0004 0.0003 0.0013
O 1.0974 11.7223 17.9252 0.0003 0.0005 -0.0006
O 1.1367 13.9367 19.2042 -0.0012 -0.0003 -0.0011
O 10.203 0.9365 15.9537 0.0002 0.001 -0.0014
O 0.1531 11.8042 20.3568 0.0005 0.0001 0.0005
O 4.6492 3.0252 17.5614 -0.0001 0.0001 0.0004
O -0.122 5.8916 24.888 -0.0009 0 0.0004
O 6.792 5.0859 25.471 0.0006 0.0002 0.0002
O 5.3106 10.5819 24.5308 0.0007 0.0004 -0.0003
O 3.0866 8.5903 15.6185 -0.0001 0 0.0001
O 9.629 10.3253 20.1836 0.0005 0.0005 0.0005
O 11.3545 -0.3778 24.4653 0.0012 -0.0004 0.0013
O 4.0364 11.1964 19.4299 0.0005 -0.0003 -0.0003
O 10.9774 3.1006 22.4839 0.0002 0.0005 0.0005
O 4.3479 10.9844 15.5544 0.0008 0.0026 -0.0027
O 0.01 0.5376 22.0288 0.0003 -0.0002 0.0002
O 10.7171 8.1899 25.869 -0.0002 -0.0015 0.0004
O 1.0411 10.2599 15.9102 0.0004 0.0004 -0.0008
O 3.0781 6.0652 14.8983 0.001 0.0007 -0.0021
O 0.8242 7.2969 15.2325 0.0002 -0.0004 0.0006
O 4.2718 4.324 19.8366 0.0002 0 -0.0001
O 7.9135 1.4303 14.6799 0.0028 0.0005 -0.0016
O 1.1975 12.9419 15.1572 0.0006 0.001 0.0001
O 10.51 11.5596 15.4907 0.0007 0.0004 -0.0012
O 8.7429 9.2274 17.8835 0 0 -0.0006
O 6.3759 4.8498 21.3888 0.001 0.0003 0.0003
O 10.0966 8.3479 15.7236 0.0005 -0.001 -0.0001
O 7.5946 7.5945 16.1081 0.0003 -0.0005 -0.0002
O 11.2542 7.0345 21.6855 0.0012 -0.0003 0.0004
O 8.1896 10.1776 15.5314 0.0007 0.0007 -0.0011
O 4.2539 6.4576 21.4247 0.0005 0.0001 0.0004
O 5.8178 15.6451 20.0008 0.0007 -0.0001 0.0002
O 10.4608 2.0447 20.1319 0.0004 0.0002 0.0003
O 9.4295 1.0917 23.3088 0 0.0004 0.0002
O 10.4092 12.9578 18.3128 0.0002 0.0004 -0.0003
O 6.8541 9.5699 22.7793 0.0017 -0.0007 0.0006
O 5.5673 8.7133 14.9423 0.0007 -0.0008 -0.0008
O 10.0345 11.8746 22.3955 0.0005 0.0007 0.0008
O -0.0043 9.7017 21.9029 0.0001 0.0003 0.0001
O 3.4756 11.8488 25.9286 -0.001 0.0022 0
O 2.0138 7.0142 25.837 0.0007 0.0002 0.0008
O 3.3641 1.7893 19.2958 0.0013 0.0007 -0.0006
O 3.5978 13.1056 14.1168 -0.0009 0.0004 -0.0001
O 4.8313 9.3837 17.5077 0.0005 0.0001 -0.0001
O 9.1534 12.3427 25.7051 -0.0008 -0.0001 -0.0005
O 6.1325 12.6771 14.4595 -0.0026 -0.0002 -0.0026
O 4.2357 4.8586 24.9506 0.0013 0.0002 0.0003
O 10.2 5.7985 15.0249 -0.0015 -0.0039 0.0002
O 9.9512 3.2344 14.9815 0.001 0.001 -0.0001
O 8.3004 3.4212 22.4771 0.0003 -0.0005 0.0005
O 3.5616 9.1519 25.6805 -0.0002 -0.0006 -0.0005
O 2.3072 3.1151 24.4976 0.0006 0.0008 0
O 3.0903 13.1882 20.9804 -0.0002 0.0003 0.0003
O 2.8734 1.6387 15.8043 -0.0004 0 -0.0008
O 9.6854 7.7527 19.7817 0.0003 -0.0005 0.0003
O 11.3391 9.3987 18.2723 0.0011 0.0001 -0.0008
O 4.3068 8.793 22.6411 0.0006 0.0003 0.0009
O 8.9134 5.7119 21.2634 0.0005 -0.0001 0.0003
O 8.8609 9.6171 24.6226 0.0013 -0.0002 0.0004
O 4.2675 8.621 19.9435 0.0005 0.0001 0.0001
O 9.0917 6.1073 25.9466 -0.0002 0.0001 -0.0004
O 5.7116 13.0424 20.3784 0.0009 0.001 0.0002
O 11.1229 10.7076 25.7157 0.0005 0.0007 0.0004
O 2.2828 0.8693 25.8954 0.0004 0.0001 -0.0007
O 8.731 1.5325 18.1201 0.0004 0.0007 0.0008
O 7.1266 0.449 24.8821 0 -0.0002 -0.0003
O 8.9369 8.0775 22.421 -0.0009 0.002 0.0026
O 8.3912 12.6201 16.5783 0.0013 -0.0003 -0.0006
O 7.2918 7.5046 24.4931 0.0002 -0.0007 0.0009
O 1.0422 8.0338 23.6639 0.0011 -0.0008 0.0005
O 5.7591 6.0188 14.9275 0.001 -0.0003 0.0012
O 2.0873 8.0964 21.263 -0.0002 0.0002 0.0009
O 5.5285 1.4881 15.7058 0.0029 -0.0016 -0.0023
O 1.5324 2.2419 21.058 0.0003 0.0003 0.0002
O 11.6686 2.2712 25.7735 0.0025 0.0006 -0.001
O 8.2918 3.5826 19.8406 0.0007 -0.0004 0.0004
O 4.519 0.4807 24.527 0.001 0.0006 -0.0012
O 9.1651 1.4188 26.4282 -0.0003 -0.0005 0.0005
O 9.5472 3.3848 24.7488 0.0006 0.0005 0.0002
O 5.8688 2.7616 24.7165 0.0005 0.0006 -0.0001
O 4.306 3.7702 15.1266 0.0001 0.0026 -0.001
O 4.7718 11.2814 22.0312 0.0009 0.0001 0.0005
O 3.9689 4.0327 22.4614 -0.0009 -0.0005 0.0024
O 2.1333 5.6047 23.5403 0.0006 -0.0004 -0.0008
O 2.3352 9.4531 18.2388 0.0001 0.0001 -0.0003
O 8.1765 36.7376 12.6507 -0.0025 -0.0016 0.0032
O 2.8849 39.4574 28.8085 0.0009 0.0004 0.0017
O 18.7192 -1.3664 11.485 0.0052 -0.0011 -0.0003
O 13.4046 -4.2925 27.5717 -0.0003 0.0009 0
O 18.5224 2.9073 28.8327 -0.0016 0.0026 -0.0006
O -4.6894 -8.1729 11.3491 0.0081 -0.0066 0.0012

Results
free energy: -219173.496 eV
free energy less fixed offsets of O -568.88, Si -635.61 eV per atom: -1.406 eV

The program warned: the cutoff lies below the one the program advises for these potential files; the forces do not sum to zero within the program's tolerance; the exchange-correlation potential is rough where the density is thin.
